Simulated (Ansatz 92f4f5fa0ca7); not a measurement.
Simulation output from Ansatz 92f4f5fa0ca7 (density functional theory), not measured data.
Periodic cell of 158 atoms, Si96O58N4, from a study of silicon, its oxide and their interface. The atomic structure is a simulated model.

Settings
functional: r2SCAN
potential files: Ansatz norm-conserving
basis: plane waves
wave-function cutoff: 1300 eV
density cutoff ratio: 4
exchange-correlation grid ratio: 1
k mesh: 2 x 2 x 1, shifted by 0.5 0.5 0.5 of a step
self-consistency stop: 5e-08 eV per atom in the density residual
occupations: Fermi-Dirac, 0.05 eV
spin: none
net charge: 0

Cell vectors (angstrom)
a, 10.9176, -0.0709, 0.0493
b, -0.0709, 10.9694, 0.0243
c, 0.1029, 0.0507, 22.805

Atoms: element, x, y, z (angstrom)
Si, 0.7594, -0.3821, -0.2375
Si, 2.8393, 2.8313, 0.454
Si, -0.3856, 5.3266, -0.0918
Si, 2.6458, 8.9533, -0.5733
Si, 5.148, 0.3044, 0.0542
Si, 7.7734, 3.058, -0.0287
Si, 5.5508, 5.0876, 0.1148
Si, 8.976, 7.4183, 0.0787
Si, 1.0512, 1.3183, 1.2016
Si, 4.2383, 4.4863, 1.6959
Si, 1.5222, 7.0762, 0.3972
Si, 4.0605, 9.4492, 1.0323
Si, 7.1198, 1.1234, 0.9642
Si, 9.0223, 3.9585, 1.6993
Si, 6.6972, 6.6801, 1.653
Si, 10.4649, 8.9345, 0.8316
Si, -0.3796, 2.5104, 2.5994
Si, 2.5053, 0.2379, 2.6216
Si, 0.3281, 7.8151, 2.6495
Si, 2.6595, 5.9609, 2.7698
Si, 5.282, 2.4794, 2.2346
Si, 8.2356, -0.3091, 2.4636
Si, 5.9053, 8.7141, 2.4529
Si, 8.4489, 4.8659, 3.984
Si, 1.7561, 4.0335, 3.937
Si, 3.8629, 1.6112, 3.9723
Si, 1.1409, 9.7986, 3.9969
Si, 4.2967, 7.4294, 3.9289
Si, 6.0095, 4.9624, 3.3948
Si, 9.3756, 1.1545, 3.9425
Si, 6.9343, 9.6036, 4.2313
Si, 9.81, 6.7333, 4.7507
Si, -0.2109, -0.071, 5.4094
Si, 2.488, 2.5075, 5.6617
Si, 0.218, 5.2555, 5.4387
Si, 2.8409, 8.6017, 5.2668
Si, 5.3943, 0.2684, 5.2541
Si, 8.3423, 2.8612, 5.233
Si, 4.9884, 5.6587, 5.2449
Si, 8.2622, 8.0909, 5.5371
Si, 1.0802, 1.1462, 6.8985
Si, 3.8485, 3.9491, 6.628
Si, 1.6656, 6.8721, 6.5696
Si, 4.0666, 9.6989, 6.8483
Si, 6.7542, 1.5084, 6.772
Si, 9.8106, 3.7893, 6.881
Si, 6.7172, 6.8097, 6.9675
Si, 9.6251, 9.3075, 7.063
Si, -0.149, 2.4285, 8.4843
Si, 2.6495, -0.2249, 8.0609
Si, 0.2394, 7.9446, 8.2369
Si, 2.7939, 5.3277, 8.147
Si, 5.5308, 2.7709, 8.1207
Si, 7.9991, -0.2977, 8.1258
Si, 5.4688, 8.0914, 8.2568
Si, 8.3633, 5.4487, 8.0111
Si, 1.1621, 3.7506, 9.7192
Si, 4.1138, 1.26, 9.4
Si, 1.2295, 9.5298, 9.7298
Si, 4.1159, 6.7404, 9.3778
Si, 7.0341, 3.9388, 9.2521
Si, 9.2649, 1.0372, 9.8607
Si, 6.7169, 9.2259, 9.6597
Si, 9.7599, 6.5802, 9.6381
Si, -0.5204, -0.5197, 11.0184
Si, 3.0757, 3.1962, 10.3845
Si, -0.4236, 5.0609, 11.1611
Si, 2.9585, 8.5678, 11.1903
Si, 5.0998, -0.2549, 10.8061
Si, 7.9575, 3.1019, 10.9996
Si, 5.5177, 5.236, 11.1586
Si, 8.3126, 8.0058, 11.0937
Si, -0.5421, 2.8379, 17.5374
Si, 1.3894, 5.9786, 15.9353
Si, 0.3896, 8.6288, 15.52
Si, -0.846, 11.3745, 15.8409
Si, 6.0812, 1.5477, 13.1016
Si, 7.9135, 4.349, 16.0863
Si, 2.5678, 9.5991, 17.5893
Si, 7.2927, 6.1123, 13.585
Si, 2.2788, 0.0418, 20.2083
Si, 4.7177, 4.173, 19.0511
Si, 3.161, 13.5774, 12.8801
Si, 1.5365, 7.0758, 13.442
Si, 11.8312, 4.3694, 13.5189
Si, 11.8485, 1.2446, 13.4184
Si, 2.0836, 14.8015, 17.778
Si, 7.5141, 5.4859, 18.5507
Si, 5.7121, -0.6732, 17.3204
Si, -3.6352, 1.3622, 15.8633
Si, 6.3896, 7.14, 20.8444
Si, 4.9626, 9.6306, 20.3176
Si, 13.8055, 2.896, 20.5067
Si, 9.4839, 3.8496, 20.3004
Si, 4.1506, 7.1833, 18.6553
Si, 17.1919, 7.1504, 16.3887
O, 0.8096, -0.3298, 20.8121
O, -1.6795, -1.079, 1.4624
O, 2.3924, 5.3244, 17.0139
O, 2.2255, 3.1125, 21.8534
O, -0.4652, 4.5855, 21.397
O, 3.8936, 3.356, 17.7824
O, 4.836, 6.8801, 17.1252
O, 16.3586, 10.0994, 18.9736
O, 5.9702, -0.6036, 21.4959
O, 4.1661, 1.664, -0.127
O, 6.2317, 3.6499, -0.3191
O, 8.5439, 2.9778, 21.2938
N, 4.8595, 18.8531, 20.156
O, 7.6852, 7.4326, 21.8577
O, 8.4093, 6.608, 1.3132
O, -1.4469, -1.8341, 11.7417
O, 0.43, 0.1901, 12.2913
O, 5.7619, 0.405, 12.0596
O, 4.2082, 5.6093, 19.0605
O, -1.6116, 4.0532, 11.5162
N, 0.4733, 5.9135, 12.7435
O, 2.7163, 7.6399, 12.4794
O, 5.471, 6.7603, 10.7411
O, 3.7109, -0.9849, 11.5172
O, 2.9315, 8.0722, 18.2473
O, 13.5701, 3.9633, 13.4944
O, 7.2655, 2.2717, 12.3408
O, 2.365, 6.6805, 14.8417
O, 6.1609, 5.1605, 12.6743
O, 8.3042, 6.758, 12.5165
O, 6.3415, 7.0164, 14.6881
O, 6.968, 0.2532, 17.1326
O, -3.897, 3.0662, 16.2422
O, 10.2887, 9.8036, 15.7406
O, 1.3642, 9.4424, 16.6218
O, 1.0603, 8.5712, 14.1155
O, 4.8786, 13.7222, 13.1357
O, 0.8847, 14.0719, 17.1282
O, 8.6544, 0.9532, 15.2134
O, 8.1142, 4.943, 14.5173
N, 7.4754, 5.8498, 16.8081
O, 9.9985, 12.1604, 17.1984
O, -4.535, 0.986, 14.5636
O, 0.0939, 7.1532, 16.0012
O, 4.2586, 4.2656, 11.0271
O, 11.1964, 11.9075, 14.8139
O, 1.9234, 3.9486, 19.4542
O, -1.0223, 2.7484, 19.2452
O, 3.9924, 10.2023, 17.0696
O, -1.36, 4.1332, 16.8653
O, 0.4391, 13.9758, 13.0242
O, 2.4474, 12.3446, 13.4603
O, 5.487, 5.8909, 21.4739
O, 4.2985, 3.4197, 20.3948
O, 13.4879, 1.4801, 19.9049
O, 11.4612, 4.5082, 15.1661
O, 7.3347, -4.1526, 19.5402
N, 14.2863, -1.2544, 20.7988
O, 2.0643, 10.4324, 18.7318
O, 6.4489, 8.8725, 16.9231
O, 17.2689, 4.4141, 18.6921
O, 8.8714, 4.9033, 19.1037

Results
free energy: -39348.995 eV
free energy less fixed offsets of N -289.75, O -463.61, Si -117.95 eV per atom: 22.585 eV
pressure: -1.59 GPa
stress xx, yy, zz, yz, xz, xy (GPa, positive in tension): 1.06, 1.92, 1.78, 0.17, 0.9, -0.87

Forces (eV/angstrom), in the order of the atoms: element, x, y, z
Si, 1.9171, -1.0264, -2.6083
Si, 1.2965, -1.8685, 1.2875
Si, -0.7233, 3.4688, 2.9918
Si, -1.2326, 0.717, -0.0494
Si, 0.492, -0.2035, -1.4593
Si, -1.1854, -0.0322, -0.7083
Si, 1.8183, 1.5265, -1.8118
Si, 0.2252, -2.6278, -3.8282
Si, 1.0885, 1.3673, 0.3518
Si, -3.1392, -1.3545, 0.4165
Si, -0.2293, -1.9516, 0.9888
Si, 0.5167, 1.9048, 3.2018
Si, -1.491, -0.3725, 1.391
Si, 1.8477, 1.1174, 0.5067
Si, 0.5386, -1.9657, -0.0667
Si, -2.1281, 0.0204, 1.9452
Si, 2.1991, 1.5713, -0.9841
Si, 0.6135, -1.7637, -0.0728
Si, 0.2736, 0.7212, 0.6895
Si, 0.4873, 0.2541, -0.789
Si, 1.2353, 0.8179, 1.4698
Si, 0.4557, 1.0393, 0.4015
Si, -2.4646, -1.8293, -0.391
Si, -1.2698, -0.39, -1.5763
Si, -2.5992, 0.2998, 0.0182
Si, 0.9774, -1.0311, -0.1328
Si, 1.2387, -1.5672, -0.2716
Si, -0.9479, -0.3743, -0.7461
Si, 2.2795, -0.9634, -0.8686
Si, -0.4999, -0.7764, 1.8114
Si, 0.1127, 1.0683, 0.1263
Si, -0.434, -0.1877, -3.302
Si, -0.6892, -0.2528, 0.1972
Si, -0.0947, 0.1845, -1.6714
Si, 2.4109, -0.997, 1.0916
Si, -1.2405, -0.4722, 0.1228
Si, 0.2011, -0.9717, 0.7857
Si, 0.0688, -0.8649, 1.0532
Si, 0.7113, 0.1644, 2.1202
Si, -1.352, 0.8291, 1.4537
Si, 0.4462, -0.0951, 0.2611
Si, 2.2217, 1.0814, 1.1618
Si, -0.1546, -0.3519, 0.9161
Si, 2.1289, -0.7653, -0.8718
Si, 1.3167, -0.9192, -1.6863
Si, -0.7585, 0.5347, 0.0831
Si, 0.8642, -1.3397, -2.7218
Si, -0.7667, 0.5416, -0.4986
Si, -0.4775, -0.8811, -0.9688
Si, -0.98, 1.7888, 2.0144
Si, 0.1763, 0.6569, -0.2189
Si, -1.5506, -0.0524, 0.1747
Si, -2.0896, -0.6513, -0.4847
Si, 0.9108, 0.9644, 0.8417
Si, -1.5445, 1.2721, -1.7811
Si, 0.3064, -0.8806, 0.6318
Si, -1.2249, 3.1289, -0.4001
Si, -0.6296, 1.3883, -1.3303
Si, 0.0904, -0.8628, -0.028
Si, -0.1515, 2.1927, 2.6958
Si, -1.1875, 2.8477, 0.3955
Si, -1.344, 0.8648, -0.4021
Si, -0.0541, 1.7481, 1.7212
Si, -1.4183, 0.3436, 0.0832
Si, 1.2653, -0.4461, 1.9988
Si, 3.5949, -2.6219, 3.9314
Si, 1.8946, 1.5944, -0.7077
Si, -1.0405, -0.9789, -2.6071
Si, -0.8668, -1.7242, -0.4353
Si, 2.3604, -3.4945, 3.4183
Si, 2.5883, -2.1075, 1.1429
Si, 1.9491, -1.5601, 1.2483
Si, -4.012, 0.0667, 1.9238
Si, -2.5065, -2.0535, -2.6864
Si, 1.3305, 3.3457, 2.8165
Si, -1.5705, 3.9873, -4.1241
Si, -0.8337, 1.65, 1.4856
Si, 3.0059, 1.7387, -0.9262
Si, 2.7992, -3.0988, -0.896
Si, -2.051, -2.9808, 1.3001
Si, -1.0179, -2.8766, -2.3122
Si, 2.7014, -0.8727, -4.1971
Si, 3.7356, 5.1762, -2.5039
Si, 1.338, 2.7222, 0.4852
Si, 3.7418, -1.1704, 4.5757
Si, -1.6154, 1.5863, -3.028
Si, 5.6042, 2.1873, 3.5037
Si, 0.5057, 4.1817, -0.1266
Si, -1.6949, -5.2737, 1.0772
Si, -0.6836, 2.1157, -1.0449
Si, -0.8518, -1.2243, -0.2097
Si, -0.0906, -0.9097, 1.2877
Si, -7.1161, 0.4789, -2.0768
Si, -0.6332, 0.5087, -1.3575
Si, 3.0743, -1.5013, -0.312
Si, -0.2238, -0.1089, 1.2457
O, -0.1816, 1.2222, 2.5883
O, -0.5544, 0.3279, 0.3212
O, -2.1354, -0.6446, 0.9278
O, -1.0459, 1.1131, 0.3691
O, 0.1418, -1.5907, -4.1301
O, -1.7934, 0.7331, 1.0575
O, 1.7792, 0.9527, -0.2563
O, 0.6111, 1.4915, 0.9306
O, -1.9274, 0.3935, -0.2955
O, -0.8497, -0.362, 0.0663
O, 1.7115, 0.4502, 0.3847
O, -0.8788, 0.3801, 0.6359
N, 1.715, 1.5639, 0.151
O, -0.3156, 1.3839, 0.7286
O, -2.9888, 0.0725, 3.0481
O, 0.4874, 1.6861, -1.4691
O, -1.0386, 0.3442, -0.9671
O, 0.2564, -0.8284, 1.1477
O, -2.5272, 3.5537, 1.0596
O, -1.9273, -0.5766, 0.0798
N, -0.3217, -1.3657, -1.5482
O, -0.2891, -0.3886, -0.3851
O, -1.8521, -0.0269, -1.4398
O, 1.9723, -0.0069, -0.5053
O, -1.4916, 1.2052, -0.2783
O, -1.4353, 0.8546, 0.0991
O, 2.9062, 2.4672, -2.0063
O, -0.7989, -1.2895, -0.8589
O, 1.0397, 1.4779, 0.2086
O, -0.7964, 2.5067, -1.4992
O, 1.0707, 0.0059, -0.3446
O, -0.0998, 3.3983, -1.2309
O, 1.205, -2.2642, -0.7292
O, -2.487, -3.2437, -0.3974
O, 0.2284, -1.5736, -1.9218
O, -0.7875, -0.9344, -3.0267
O, -2.412, -2.4143, 0.5891
O, 0.6101, -1.3545, 0.0673
O, 3.4137, -1.2725, 0.8085
O, -0.8664, 0.0191, -0.1545
N, -0.8765, 1.4115, 2.4285
O, 0.9675, 1.3895, 2.1262
O, -1.7664, 0.9121, -1.3216
O, 1.0979, -2.5652, 1.4594
O, -1.226, 0.4613, -1.2848
O, -1.7236, -0.5755, 3.761
O, 0.6223, -0.5583, -1.9241
O, 2.665, -0.189, -3.2327
O, 1.3212, 0.7014, -2.0966
O, -2.3355, -2.2813, -1.5212
O, -1.7628, -4.0949, -0.9871
O, -0.2824, -2.7624, 1.3527
O, 0.9202, 0.0533, 0.8589
O, 6.2953, 1.1851, 0.0449
O, 0.7133, -0.9891, 0.4929
O, 2.2618, 3.141, -0.5994
O, 0.4704, -1.8135, -2.7557
N, 0.2197, 1.41, 0.9503
O, -1.6249, 2.7633, 2.0963
O, -0.4625, -2.1106, -1.7932
O, -4.5473, -4.0709, 2.0191
O, 1.5976, -1.0061, 3.5421

The program warned: the forces do not sum to zero within the program's tolerance.
